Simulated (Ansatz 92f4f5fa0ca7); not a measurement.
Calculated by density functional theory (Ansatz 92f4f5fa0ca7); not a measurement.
Periodic cell of 223 atoms, Si132O90P1, from a study of silicon, its oxide and their interface. The atomic structure is a simulated model.
Doubt: the cutoff is far below the 930 eV that the study's wrapper takes by default for these files, so forces and energies are approximate.
This geometry differs little from another in the collection (a relaxation step or a small displacement).

Settings
functional: PBE
potential files: Ansatz PAW
basis: plane waves
wave-function cutoff: 580 eV
density cutoff ratio: 5
exchange-correlation grid ratio: 1
k mesh: 1 x 1 x 1, Gamma-centred
self-consistency stop: 5e-08 eV per atom in the density residual
occupations: fixed
spin: none
net charge: +1 e, with a uniform compensating background and no finite-size correction

Cell vectors (angstrom)
a  10.938  0  0
b  0  10.938  0
c  0  0  32.1988

Atoms: element, x, y, z (angstrom)
Si  10.597  0.2161  24.8654
Si  5.7273  10.6853  24.7242
Si  2.4815  2.9119  24.6164
Si  8.4059  2.4726  24.8292
Si  0.2704  5.1693  24.7342
Si  5.1528  5.7364  24.6862
Si  2.9244  8.0215  24.596
Si  7.9385  8.4368  24.7071
Si  1.3388  1.38  26.0255
Si  6.8316  1.3095  26.1179
Si  4.0397  4.0986  25.9819
Si  9.6176  4.0675  26.09
Si  1.3889  6.8142  26.0078
Si  6.7731  6.8643  26.024
Si  4.0987  9.5405  25.9945
Si  9.4466  9.5619  26.1506
Si  2.7203  -0.0142  27.337
Si  8.1532  -0.0148  27.5601
Si  0.0133  2.7089  27.4863
Si  5.4395  2.7498  27.3568
Si  2.7312  5.4638  27.4301
Si  8.1916  5.4783  27.3583
Si  -0.0232  8.175  27.3764
Si  5.4338  8.1993  27.4481
Si  4.0763  1.3653  28.7459
Si  9.5772  1.3525  28.8438
Si  1.3598  4.1096  28.7991
Si  6.8294  4.1048  28.7625
Si  4.0974  6.8165  28.8056
P  9.5501  6.8264  28.7578
Si  1.3585  9.5615  28.7573
Si  6.7896  9.5405  28.8454
Si  0.0226  -0.0173  30.1707
Si  5.4279  0.0086  30.1699
Si  2.7306  2.7303  30.1612
Si  8.1887  2.7396  30.1475
Si  -0.0267  5.4729  30.1454
Si  5.4729  5.4532  30.1605
Si  2.7295  8.211  30.1347
Si  8.2056  8.1738  30.171
Si  1.3813  1.3571  31.5403
Si  6.8197  1.3755  31.5055
Si  4.1101  4.0831  31.526
Si  9.5414  4.1067  31.5217
Si  1.3461  6.8651  31.4887
Si  6.8508  6.7938  31.5449
Si  4.077  9.5735  31.5314
Si  9.5985  9.5456  31.5258
Si  2.7387  -0.0044  0.7286
Si  8.189  -0.0029  0.6548
Si  0.0009  2.7393  0.6865
Si  5.4804  2.7262  0.706
Si  2.7223  5.4824  0.6455
Si  8.2138  5.4488  0.7375
Si  0.0127  8.1871  0.7121
Si  5.4747  8.2144  0.6841
Si  4.1316  1.3604  2.0795
Si  9.5582  1.3499  2.0397
Si  1.3737  4.1321  2.0289
Si  6.8447  4.0728  2.0908
Si  4.1  6.83  2.0398
Si  9.5875  6.8303  2.0825
Si  1.3824  9.5455  2.0793
Si  6.8313  9.5975  2.0514
Si  -0.0114  -0.0264  3.3948
Si  5.4938  0.0084  3.4841
Si  2.7706  2.786  3.3716
Si  8.1954  2.6854  3.4595
Si  0.0294  5.4697  3.4497
Si  5.4707  5.4663  3.4116
Si  2.7734  8.2023  3.4554
Si  8.204  8.2283  3.3909
Si  1.3871  1.3949  4.6271
Si  6.8485  1.3446  4.9245
Si  4.1525  4.0874  4.8089
Si  9.5799  4.0736  4.771
Si  1.4213  6.8284  4.8314
Si  6.8169  6.8895  4.731
Si  4.1374  9.5751  4.8593
Si  9.5524  9.556  4.7943
Si  2.745  0.1194  6.0537
Si  8.2078  -0.063  6.2788
Si  0.0293  2.6647  6.05
Si  5.4739  2.7266  6.2959
Si  2.8181  5.4751  6.1928
Si  8.1715  5.4779  6.0348
Si  0.014  8.1901  6.1539
Si  5.5283  8.221  6.2414
Si  3.8357  1.5718  7.6134
Si  9.8431  1.1364  7.4694
Si  1.6269  3.7955  7.3199
Si  6.6559  4.4158  7.4878
Si  4.4096  6.6313  7.5625
Si  9.3664  6.9468  7.4069
Si  1.1468  9.9214  7.2971
Si  7.157  9.229  7.6841
O  8.3117  8.0885  7.9032
O  2.7179  2.7365  7.9589
O  9.5192  1.3548  24.3182
O  4.0426  6.8651  24.1608
O  0.0334  0.0201  7.9664
O  5.5332  5.509  8.0367
O  6.8448  9.5735  24.2007
O  1.3633  4.0573  24.1684
O  3.8653  7.3778  8.9448
O  0.8  4.3744  8.5969
O  9.812  6.1766  8.7961
O  2.1388  9.3787  8.4789
O  7.5216  3.9252  8.7962
O  4.2711  0.9181  9.0663
O  6.7312  9.5587  9.2274
O  9.2138  1.8537  8.8056
O  7.7078  3.1563  23.5226
O  10.4886  5.8519  23.4444
O  5.0797  0.4379  23.3968
O  5.8621  5.0958  23.3582
O  3.0991  2.2085  23.2592
O  2.2848  8.7249  23.2371
O  8.6198  7.7599  23.3797
O  0.2062  10.3256  23.5845
Si  4.3867  1.5706  22.4466
Si  3.4885  7.9296  14.0259
Si  7.1151  0.9557  14.6609
Si  0.9372  9.3599  22.5074
Si  1.181  4.3112  11.8802
Si  6.2655  8.9629  15.311
Si  0.6764  1.3712  12.2918
Si  8.6285  4.9471  20.4929
Si  0.3275  5.7174  9.3614
Si  5.1018  3.1238  17.9335
Si  0.8858  3.7458  16.7386
Si  10.4037  2.8464  19.216
Si  5.2819  1.1837  10.3526
Si  0.8845  0.1793  19.8363
Si  6.6454  9.4606  10.8731
Si  9.3387  9.6746  18.3202
Si  9.3901  9.2476  12.5703
Si  6.5727  3.8487  22.5757
Si  2.442  8.0678  9.3794
Si  10.5894  7.3669  17.0718
Si  2.51  6.291  16.5716
Si  10.1751  4.4935  14.1861
Si  6.1405  9.1815  18.506
Si  7.97  2.5708  9.5858
Si  8.879  2.1451  12.4547
Si  5.3355  6.2439  18.0589
Si  3.925  0.554  19.4483
Si  4.2771  3.8412  12.0474
Si  5.5415  6.601  12.1353
Si  8.0117  2.5012  17.2118
Si  4.3587  2.4799  14.9614
Si  1.538  1.2137  15.2523
Si  1.5676  9.4177  12.0434
Si  8.0494  6.8521  13.8625
Si  10.3811  9.8378  15.4839
Si  9.8064  7.0149  22.5295
Si  8.1057  5.4836  17.3961
O  6.045  7.9619  11.2888
O  6.02  9.206  16.8904
O  7.6764  1.3646  13.1907
O  0.8945  1.751  13.8609
O  9.4248  6.2571  16.8774
O  6.7579  6.2033  13.134
O  5.1306  4.6592  18.6056
O  9.2289  2.1562  18.2693
O  2.3667  0.0913  19.0765
O  9.4138  10.2349  16.7649
O  2.7885  4.4363  11.7084
O  5.0659  10.3209  19.0983
O  9.4238  3.2411  13.4963
O  0.4594  1.7668  19.9512
O  3.1517  1.3639  15.0607
O  8.1608  5.3738  19.0141
O  3.8912  6.5992  17.3848
O  4.5765  3.284  16.3802
O  9.0614  5.6689  14.3101
O  5.4514  2.7618  22.1415
O  10.6739  4.1515  15.6821
O  0.3416  3.87  18.2757
O  10.4259  10.5096  19.2221
O  9.6408  10.0276  14.0264
O  10.9102  8.1191  22.0815
O  1.1883  2.1608  16.5264
O  9.7333  3.7474  20.4116
O  8.1339  4.0297  16.6752
O  -0.0426  9.1049  11.905
O  6.5849  2.4168  18.0042
O  5.5825  10.7195  11.1951
O  7.7498  9.59  18.8401
O  10.0271  1.0264  12.0583
O  1.3135  6.96  9.0456
O  0.622  4.7688  13.3465
O  5.7064  7.6215  18.9751
O  5.2372  5.0852  11.5143
O  2.711  6.9858  15.1109
O  0.907  2.749  11.4604
O  0.8607  10.6859  15.5426
O  2.3978  8.5891  10.9061
O  4.6951  2.4312  11.266
O  4.2538  3.5099  13.6744
O  2.2035  4.681  16.4812
O  10.7024  8.2504  15.6944
O  6.9275  10.2887  14.661
O  2.3428  8.9555  13.42
O  8.0312  1.5179  15.9042
O  4.125  6.9947  12.85
O  4.1758  2.0097  18.7167
O  7.2958  4.4221  21.2614
O  8.4074  2.9299  11.1054
O  1.1775  6.8603  17.3534
O  5.651  1.5723  14.7571
O  8.1289  9.7608  11.5881
O  9.2057  6.284  21.2248
O  8.9561  7.717  12.85
O  1.6517  0.1231  11.8747
O  6.6407  6.146  17.0554
O  7.3971  7.8005  15.0371
O  1.2166  10.3068  21.2292
O  10.0338  8.1982  18.3538
O  3.9533  0.8503  21.0693
O  0.3442  5.3438  10.9263
O  6.6948  1.5756  9.6323
O  4.7767  8.7037  14.6778

Results
free energy: -135861.099 eV
free energy less fixed offsets of O -568.88, P -755.39, Si -635.61 eV per atom: -5.989 eV

Forces (eV/angstrom), in the order of the atoms: element, x, y, z
Si  -0.047  0.0703  0.0851
Si  0.0316  -0.0396  0.1265
Si  -0.0503  0.0344  0.1212
Si  0.0439  -0.0563  0.1212
Si  0.0184  -0.0305  0.1496
Si  -0.056  0.0493  0.1052
Si  0.0475  -0.0154  0.1109
Si  -0.0325  0.0296  0.1218
Si  -0.0346  0.0366  -0.0182
Si  0.0334  -0.0355  -0.0323
Si  -0.0301  0.0212  -0.0289
Si  0.0522  -0.0264  -0.0255
Si  0.0079  -0.0397  -0.0368
Si  -0.02  0.0432  -0.0178
Si  0.0466  -0.0316  -0.0301
Si  -0.0322  0.0217  -0.0218
Si  -0.0122  -0.0061  0.0511
Si  0.0289  0.0287  -0.0849
Si  -0.0299  -0.0286  -0.0867
Si  0.0089  0.0187  0.0563
Si  0.0136  0.0037  -0.0402
Si  -0.0225  -0.016  0.0452
Si  0.017  0.0289  0.0507
Si  -0.0022  0  -0.0651
Si  -0.008  0.0018  -0.0405
Si  0.0091  0.0019  0.0477
Si  0.018  0.0151  0.0179
Si  -0.0029  0.0099  -0.0479
Si  -0.0025  -0.0059  0.029
P  0.0147  -0.0294  -0.0438
Si  0.0048  -0.0129  -0.0453
Si  -0.0463  -0.0176  0.0491
Si  -0.0249  0.0064  -0.0172
Si  0.0202  -0.0173  -0.0188
Si  -0.0012  -0.0018  -0.0133
Si  0.0136  -0.0016  -0.0121
Si  -0.0214  0.0219  0.0107
Si  -0.0012  0.009  -0.0121
Si  -0.0049  -0.0092  -0.0099
Si  0.0078  0.0001  0.0028
Si  -0.0124  -0.0005  0.0081
Si  0.0094  0.0029  0.002
Si  0.0045  0.0169  0.0037
Si  0.0025  -0.0082  -0.003
Si  0.0144  -0.0029  -0.0033
Si  -0.0117  0.0032  0.0028
Si  -0.0065  -0.0088  0.0008
Si  -0.0033  0.0085  0.0025
Si  0.0085  -0.0005  -0.0046
Si  0.0057  -0.0135  0.0027
Si  -0.0076  0.0054  -0.0021
Si  -0.0029  -0.0021  -0.006
Si  -0.0105  0.0102  0.0041
Si  0.0053  0.0032  -0.0029
Si  -0.0063  -0.0065  -0.0053
Si  0.009  -0.0091  0.002
Si  -0.0177  0.0015  0.0066
Si  -0.0029  0.0077  -0.0084
Si  0.0178  -0.0071  0.0132
Si  -0.0014  0.02  -0.011
Si  -0.007  -0.0026  -0.0097
Si  -0.0066  -0.0007  0.0074
Si  -0.0182  0.0103  -0.0091
Si  0.0153  -0.01  0.0077
Si  -0.043  -0.053  -0.0516
Si  0.0243  -0.0041  0.0319
Si  0.0285  0.0693  -0.0739
Si  -0.0076  -0.0395  0.033
Si  0.0187  0.0086  0.0083
Si  -0.0077  0.0009  -0.0248
Si  0.0296  -0.0059  0.0367
Si  -0.0042  0.0215  -0.0541
Si  0.0098  -0.0019  0.0712
Si  0  0.0097  -0.0319
Si  -0.0152  -0.0193  0.042
Si  -0.0033  0.0135  -0.0184
Si  -0.0144  -0.0029  -0.0099
Si  0.0077  -0.01  0.0262
Si  -0.0115  -0.0103  -0.0468
Si  0.0186  0.0021  0.0465
Si  -0.0185  -0.0058  0.0506
Si  0.011  -0.0059  0.0281
Si  0.0011  -0.0015  0.028
Si  0.0028  0.0184  0.0354
Si  0.0047  -0.0066  0.0171
Si  -0.0082  0.0123  0.044
Si  -0.0057  0.0104  0.0228
Si  -0.0016  -0.007  0.0438
Si  0.0004  0.0255  -0.1138
Si  0.0038  -0.0405  -0.0621
Si  0.0408  0.0097  -0.0395
Si  -0.0169  -0.016  -0.0848
Si  0.0098  -0.0359  -0.0739
Si  0.0005  0.0266  -0.0797
Si  -0.0081  -0.0226  -0.0624
Si  0.0317  -0.0063  -0.1412
O  -0.0161  0.0038  0.0059
O  -0.022  0.0082  -0.009
O  0.0069  -0.0144  -0.0384
O  0.0088  -0.0173  -0.0261
O  -0.0027  0.0158  -0.0086
O  -0.0089  0.0148  -0.0025
O  -0.0017  0.0012  -0.0358
O  0.0191  -0.0046  -0.0383
O  -0.0434  0.0405  0.034
O  -0.0224  0.0268  0.0236
O  0.0407  -0.0395  0.0372
O  0.026  -0.037  0.0376
O  0.0408  -0.0461  0.0465
O  0.0394  -0.0212  0.0877
O  -0.0191  0.0044  0.117
O  -0.0412  0.0389  0.039
O  -0.039  0.0372  -0.0423
O  -0.04  0.048  -0.0699
O  -0.044  0.0541  -0.0688
O  0.0317  -0.0404  -0.0373
O  0.0532  -0.0424  -0.0592
O  -0.0488  0.0307  -0.0469
O  0.0495  -0.0414  -0.0602
O  0.0264  -0.0434  -0.0306
Si  0.0069  0.0061  0.0359
Si  -0.0018  0  0.0068
Si  0.0042  0.0064  0.0034
Si  0.0005  -0.0195  0.031
Si  -0.0076  0.0078  0.0338
Si  -0.0092  -0.0026  0.0035
Si  0.0053  -0.0008  0.039
Si  -0.0121  0.0152  -0.0172
Si  -0.0275  0.0026  0.001
Si  -0.0051  -0.0072  -0.0325
Si  -0.0052  0.0011  -0.009
Si  -0.0018  0.004  -0.0256
Si  -0.0135  -0.0122  -0.0016
Si  0.023  -0.0164  -0.0269
Si  -0.0115  0.0193  -0.0118
Si  0.0072  0.0098  -0.0297
Si  -0.0069  0.0016  0.0276
Si  -0.0004  -0.0041  0.0142
Si  0.0174  0.0069  -0.0083
Si  0.0052  -0.0025  -0.021
Si  0.0032  0.0021  -0.0219
Si  0.0035  -0.008  0.0066
Si  -0.0095  0.0098  -0.0433
Si  0.0069  0.0249  -0.0119
Si  -0.0081  0.01  0.0166
Si  0.0014  -0.0041  -0.0388
Si  -0.0109  0.0071  -0.0082
Si  0.0068  -0.0086  0.036
Si  0.0028  0.0053  0.0459
Si  0.0014  -0.0026  -0.0193
Si  0.0021  0.0084  -0.0071
Si  -0.0019  0.0031  -0.002
Si  0.0164  -0.0082  0.0277
Si  -0.0037  -0.0016  0.0113
Si  0.0017  0.003  -0.0084
Si  -0.0024  0.0035  0.0216
Si  0.0037  -0.0052  -0.0075
O  -0.0054  -0.024  -0.0145
O  0.0005  0.0008  0.01
O  -0.0074  -0.0065  -0.0029
O  0.006  -0.0019  0.0035
O  0.0026  0.0033  0.0083
O  0.0109  0.0017  -0.0148
O  0.0003  0.0059  0.0221
O  -0.0087  -0.0017  0.0131
O  -0.001  0.0001  0.0128
O  -0.0022  -0.0016  0.0088
O  -0.0007  -0.002  -0.0289
O  0.0111  -0.012  0.0184
O  0.0045  0.0093  -0.0105
O  -0.0049  0.0007  0.0265
O  -0.0009  -0.0009  -0.0034
O  -0.0058  0.0047  -0.0066
O  0.0015  0.0003  0.0163
O  0.0019  0.0028  0.0076
O  -0.0003  0.0017  -0.0084
O  -0.0029  -0.0006  0.019
O  0.0033  0.0017  0.007
O  0.0045  0.003  0.011
O  -0.0135  -0.0043  0.0147
O  0.0033  0.0042  0.0035
O  0.0084  0.0097  0.0184
O  0.0005  0.0029  0.0043
O  0.0096  -0.013  0.0167
O  -0.0026  0.0014  0.0009
O  -0.0109  0.0024  -0.0259
O  0.0014  0.0026  0.0165
O  -0.0001  -0.0105  -0.013
O  0.0025  -0.0008  0.0252
O  0.0039  -0.0025  -0.0259
O  0.0021  -0.0014  -0.0216
O  -0.0078  0.0024  -0.006
O  -0.001  -0.0028  0.0316
O  0.0017  0.0058  -0.0296
O  -0.0025  -0.0047  0.0074
O  -0.0014  -0.0063  -0.026
O  -0.0013  -0.001  0.001
O  -0.0133  0.0201  0.0155
O  -0.0112  0.0308  -0.0078
O  -0.0004  -0.0109  0.0049
O  0.0017  0.0001  0.0038
O  -0.0008  -0.0013  0.0005
O  -0.0007  -0.0037  -0.0074
O  0.0067  -0.004  -0.0071
O  0.0008  0.0029  0.0067
O  -0.0072  0.0072  -0.014
O  0.0069  0.0092  0.01
O  0.0322  0.0189  -0.0181
O  0.0172  -0.0047  0.0201
O  -0.0036  0.002  0.0151
O  0.0008  -0.0031  -0.0034
O  0.0279  -0.0052  -0.0078
O  -0.0221  -0.0316  -0.0167
O  -0.0014  -0.0054  -0.0161
O  -0.007  0.0063  -0.0266
O  -0.001  -0.0002  0.0058
O  -0.0019  0.0048  -0.0003
O  -0.0016  0.0393  -0.0278
O  -0.0013  -0.0019  0.0149
O  -0.0131  -0.0271  -0.0377
O  0.0111  -0.0213  0.0143
O  -0.0098  -0.0059  -0.02
O  0.009  0.0022  -0.0033

The program warned: the cutoff lies below the one the program advises for these potential files; the exchange-correlation potential is rough where the density is thin.
